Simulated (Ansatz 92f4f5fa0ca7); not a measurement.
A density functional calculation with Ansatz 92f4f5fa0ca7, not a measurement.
Periodic cell of 414 atoms, Si266O148, from a study of silicon, its oxide and their interface. The atomic structure is a simulated model.
Doubt: the cutoff is far below the 930 eV that the study's wrapper takes by default for these files, so forces and energies are approximate.

Settings
functional: PBE
potential files: Ansatz PAW
basis: plane waves
wave-function cutoff: 580 eV
density cutoff ratio: 5
exchange-correlation grid ratio: 1
k mesh: 1 x 1 x 1, Gamma-centred
self-consistency stop: 5e-08 eV per atom in the density residual
occupations: fixed
spin: none
net charge: 0

Cell vectors (angstrom)
a	15.4687	0	0
b	0	12.8259	0
c	0	0	36.1463

Atoms and the computed forces on them: element, x, y, z (angstrom), force x, y, z (eV/angstrom)
Si	-0.018	1.172	33.465	0.026	-0.079	-0.068
Si	3.893	1.169	33.466	-0.005	-0.031	-0.1
Si	7.736	1.175	33.454	0.002	-0.042	-0.097
Si	11.6	1.172	33.461	-0.002	-0.056	-0.079
Si	1.934	7.591	33.484	-0.013	0.004	-0.021
Si	5.794	7.589	33.476	0.004	-0.015	-0.005
Si	9.681	7.59	33.472	-0.015	-0.009	-0.013
Si	13.522	7.592	33.479	0.011	-0.031	-0.007
Si	1.934	5.247	33.879	0.085	0.145	0.214
Si	5.801	5.247	33.879	0.019	0.057	-0.123
Si	9.668	5.247	33.879	-0.021	0.11	0.06
Si	13.535	5.247	33.879	-0.042	0.138	0.03
Si	0	11.66	33.879	-0.099	0.211	0.084
Si	3.867	11.66	33.879	0.031	0.063	-0.096
Si	7.734	11.66	33.879	0.171	0.182	-0.114
Si	11.602	11.66	33.879	-0.074	0.099	-0.278
Si	0	4.664	35.116	0.017	0.03	-0.005
Si	3.867	4.664	35.116	-0.023	0.042	0.012
Si	7.734	4.664	35.116	0.003	0.018	-0.006
Si	11.602	4.664	35.116	0.002	0.007	0.002
Si	1.934	11.077	35.116	-0.012	-0.01	-0.042
Si	5.801	11.077	35.116	-0.017	-0.058	-0.066
Si	9.668	11.077	35.116	-0.022	0.012	-0.015
Si	13.535	11.077	35.116	0.033	-0.04	-0.048
Si	0	2.332	35.528	-0.063	0.052	0.001
Si	3.867	2.332	35.528	0.095	0.036	0.014
Si	7.734	2.332	35.528	-0.011	0.039	-0.061
Si	11.602	2.332	35.528	-0.017	0.043	-0.024
Si	1.934	8.745	35.528	0.027	0.035	0.166
Si	5.801	8.745	35.528	-0.044	0.014	0.1
Si	9.668	8.745	35.528	0.061	0.018	0.091
Si	13.535	8.745	35.528	-0.058	0.044	0.144
Si	1.934	1.749	0.619	-0.01	-0.061	-0.047
Si	5.801	1.749	0.619	-0.006	-0.017	-0.004
Si	9.668	1.749	0.619	0.005	-0.038	-0.024
Si	13.535	1.749	0.619	0.009	-0.036	-0.009
Si	0	8.162	0.619	-0.001	-0.003	0
Si	3.867	8.162	0.619	0.011	0.042	0.021
Si	7.734	8.162	0.619	-0.014	-0.011	-0.013
Si	11.602	8.162	0.619	0.014	0.018	0.029
Si	0	5.83	1.031	-0.014	-0.027	-0.023
Si	3.867	5.83	1.031	0.026	0.002	0.024
Si	7.734	5.83	1.031	-0.007	-0.012	-0.006
Si	11.602	5.83	1.031	-0.003	0.021	0.027
Si	1.934	12.243	1.031	0.013	-0.005	0.001
Si	5.801	12.243	1.031	0.012	-0.004	-0.013
Si	9.668	12.243	1.031	0.028	-0.016	0.003
Si	13.535	12.243	1.031	-0.034	-0.027	-0.026
Si	1.934	5.247	2.268	-0.033	0.009	0.003
Si	5.801	5.247	2.268	0.016	0.012	0.006
Si	9.668	5.247	2.268	-0.048	-0.008	-0.041
Si	13.535	5.247	2.268	0.091	-0.016	-0.07
Si	0	11.66	2.268	-0.053	-0.041	-0.118
Si	3.867	11.66	2.268	0.011	-0.085	-0.229
Si	7.734	11.66	2.268	-0.022	-0.036	-0.073
Si	11.602	11.66	2.268	0.015	-0.078	-0.22
Si	1.934	2.915	2.68	0.005	0.06	0.056
Si	5.801	2.915	2.68	0.014	0.05	0.059
Si	9.668	2.915	2.68	-0.011	0.038	0.043
Si	13.535	2.915	2.68	-0.005	0.07	0.064
Si	0	9.328	2.68	-0.005	0.014	0.03
Si	3.867	9.328	2.68	-0.008	-0.046	-0.002
Si	7.734	9.328	2.68	0.01	-0.003	0.007
Si	11.602	9.328	2.68	-0.01	0.006	0.039
Si	0.299	0.271	26.863	-0.087	0.667	-0.093
Si	3.497	0.406	26.693	0.028	0.009	0.36
Si	8.05	0.578	26.516	-0.182	0.088	0.494
Si	11.216	0.481	26.559	0.135	0.061	0.302
Si	1.595	6.405	26.954	0.071	0.654	-0.242
Si	6.221	6.46	26.989	-0.199	0.412	-0.003
Si	9.379	6.509	26.962	-0.167	0.469	-0.082
Si	13.979	6.439	26.971	-0.089	0.641	-0.09
Si	1.902	4.119	27.179	-0.124	-0.445	-0.536
Si	5.822	4.178	27.278	0.027	-0.109	-0.33
Si	9.704	4.228	27.16	0.017	-0.372	-0.447
Si	13.629	4.212	27.517	0.168	-0.459	-0.181
Si	-0.014	10.801	27.111	-0.046	-0.434	-0.393
Si	3.819	10.297	27.391	-0.311	-0.146	-0.491
Si	8.025	10.311	26.608	-0.251	-0.155	-0.123
Si	11.724	10.27	27.045	0.122	-0.128	-0.17
Si	0.102	3.568	28.618	-0.07	-0.103	0.243
Si	3.846	3.57	28.432	0.072	0.074	0.323
Si	7.788	3.551	28.429	0.017	0.014	0.366
Si	11.58	3.619	28.487	-0.037	0.081	0.274
Si	1.773	9.99	28.463	0.191	0.078	0.219
Si	5.678	9.82	28.647	0.226	-0.318	-0.125
Si	9.728	9.944	28.252	0.126	0	0.083
Si	13.618	10.052	28.409	-0.043	0.059	0.114
Si	0.035	1.261	28.987	-0.053	-0.023	-0.016
Si	3.858	1.235	28.889	-0.206	0.057	-0.155
Si	7.767	1.234	28.805	0.035	0.161	-0.164
Si	11.57	1.267	28.817	0.027	-0.09	-0.167
Si	1.862	7.659	28.971	0.086	-0.189	-0.055
Si	5.753	7.551	29.078	0.006	-0.308	-0.008
Si	9.646	7.695	28.967	0.017	-0.19	0.112
Si	13.603	7.742	28.941	-0.011	-0.352	-0.127
Si	1.961	0.637	30.196	0.004	-0.128	-0.013
Si	5.828	0.631	30.051	0.015	-0.056	0.016
Si	9.665	0.646	30.079	0.031	-0.079	0.1
Si	13.508	0.651	30.091	-0.027	-0.082	-0.008
Si	-0.017	7.07	30.261	0.044	-0.017	-0.062
Si	3.793	6.994	30.209	-0.086	-0.08	-0.06
Si	7.736	7.056	30.252	0.072	-0.042	-0.045
Si	11.627	7.096	30.141	-0.053	0.023	-0.122
Si	0.033	4.728	30.657	0.006	0.113	0
Si	3.832	4.665	30.559	-0.054	0.004	-0.037
Si	7.763	4.698	30.555	-0.025	0.038	-0.126
Si	11.586	4.748	30.573	0.015	-0.016	-0.03
Si	1.911	11.111	30.566	-0.002	0.1	-0.048
Si	5.847	11.135	30.571	0.053	0.12	0.038
Si	9.666	11.115	30.421	0.04	0.035	-0.139
Si	13.529	11.143	30.525	-0.006	0.054	-0.026
Si	1.947	4.078	31.858	0.014	-0.006	-0.141
Si	5.803	4.102	31.79	0.036	-0.007	-0.158
Si	9.675	4.099	31.823	-0.03	-0.011	-0.177
Si	13.525	4.112	31.812	-0.014	-0.06	-0.152
Si	-0.023	10.543	31.815	0.049	0.016	-0.152
Si	3.879	10.521	31.791	-0.09	-0.073	-0.123
Si	7.779	10.538	31.79	-0.009	0.017	-0.092
Si	11.578	10.537	31.755	0.054	-0.026	-0.091
Si	1.941	1.756	32.272	-0.043	-0.033	-0.03
Si	5.814	1.754	32.171	0.01	0.076	-0.008
Si	9.673	1.751	32.198	-0.011	0.02	-0.017
Si	13.519	1.768	32.198	-0.038	0.04	-0.024
Si	-0.008	8.226	32.298	0	-0.066	-0.096
Si	3.859	8.187	32.246	0.042	0.016	-0.053
Si	7.738	8.219	32.287	0.016	-0.113	-0.076
Si	11.606	8.208	32.229	-0.007	0.014	-0.091
Si	0	2.332	3.917	0	-0.092	0.326
Si	3.867	2.332	3.917	-0.007	-0.02	0.212
Si	7.734	2.332	3.917	0.025	-0.101	0.255
Si	11.602	2.332	3.917	-0.021	-0.123	0.185
Si	1.934	8.745	3.917	0.055	-0.172	-0.068
Si	5.801	8.745	3.917	-0.035	-0.119	0.033
Si	9.668	8.745	3.917	-0.031	-0.166	-0.043
Si	13.535	8.745	3.917	0.038	-0.162	0.141
Si	1.925	6.402	4.336	0.017	-0.005	0.023
Si	5.807	6.404	4.334	-0.002	0.022	0.034
Si	9.661	6.401	4.33	0.012	0.014	0.028
Si	13.557	6.4	4.325	-0.016	0.021	0.002
Si	-0.017	12.816	4.318	0.012	0.035	0.016
Si	3.866	12.82	4.299	0.014	0.008	0.038
Si	7.727	12.816	4.324	-0.007	0.045	0.029
Si	11.603	12.816	4.3	-0.007	0.016	0.02
Si	0.003	5.792	5.595	-0.005	0.006	0.051
Si	3.866	5.804	5.553	-0.016	0.032	0.08
Si	7.734	5.794	5.582	-0.014	-0.008	0.058
Si	11.616	5.772	5.508	0.014	0.077	0.111
Si	1.935	12.212	5.504	-0.093	-0.007	0.005
Si	5.779	12.226	5.547	0.08	-0.035	0.01
Si	9.681	12.213	5.519	-0.046	-0.025	0.023
Si	13.513	12.204	5.542	0.072	-0.08	0.031
Si	-0.005	3.465	6.046	-0.005	0.047	0.054
Si	3.868	3.479	6.023	0	-0.034	0.121
Si	7.741	3.469	6.027	-0.012	0.019	0.006
Si	11.595	3.456	6.023	0.017	-0.047	0.129
Si	1.948	9.878	5.976	-0.025	-0.039	0.189
Si	5.797	9.885	5.991	-0.019	-0.006	0.177
Si	9.654	9.875	5.981	0.031	0.003	0.165
Si	13.553	9.87	6.013	-0.03	0.096	0.168
Si	1.942	2.928	7.327	0.04	0.005	0.156
Si	5.81	2.9	7.297	-0.03	0.044	0.064
Si	9.661	2.903	7.321	-0.018	0.027	0.173
Si	13.517	2.855	7.31	-0.015	-0.008	0.118
Si	0.051	9.231	7.253	0.069	0.002	-0.101
Si	3.866	9.294	7.256	0.044	-0.086	0.027
Si	7.723	9.224	7.231	-0.003	0.004	-0.125
Si	11.584	9.268	7.224	0.009	-0.097	0.042
Si	-0.004	6.889	7.703	0.031	0.004	0.162
Si	3.873	6.937	7.631	-0.043	0.032	0.09
Si	7.747	6.899	7.68	0.024	-0.044	0.118
Si	11.659	6.905	7.561	-0.025	0.042	0.067
Si	1.902	13.383	7.533	0.078	0.063	-0.016
Si	5.76	13.371	7.611	-0.108	-0.079	-0.056
Si	9.661	13.361	7.569	0.109	0.031	-0.101
Si	13.498	13.322	7.614	-0.155	-0.006	-0.09
Si	1.966	6.375	8.958	-0.038	0.159	0.019
Si	5.775	6.355	8.933	-0.02	0.26	0.017
Si	9.775	6.338	8.84	-0.022	0.218	-0.063
Si	13.501	6.244	8.931	0.053	0.319	0.081
Si	-0.001	12.636	8.688	0.072	0.311	0.452
Si	3.78	12.784	8.795	0.007	0.099	-0.001
Si	7.725	12.605	8.655	0.034	0.27	0.501
Si	11.55	12.747	8.853	0.025	0.052	-0.041
Si	2.018	4.07	9.526	-0.276	-0.057	-0.2
Si	5.804	4.005	9.449	0.207	0.031	-0.14
Si	9.749	4.051	9.499	-0.239	-0.032	-0.151
Si	13.472	3.909	9.494	0.21	-0.05	-0.231
Si	0.146	10.374	9.334	-0.145	-0.105	-0.352
Si	3.823	10.503	9.332	-0.041	0.068	-0.419
Si	7.686	10.343	9.303	0.004	-0.032	-0.373
Si	11.5	10.462	9.299	0.049	0.116	-0.409
Si	-0.003	3.708	10.779	0.098	0.517	0.159
Si	3.957	3.356	10.759	0.104	0.204	0.412
Si	7.758	3.808	10.835	0.079	0.197	0.159
Si	11.59	3.218	10.816	-0.157	0.084	0.359
Si	2.056	9.89	10.771	0.288	0.301	0.538
Si	5.73	10.038	10.589	-0.025	0.294	0.599
Si	9.583	9.883	10.601	-0.084	0.206	0.603
Si	13.539	9.885	10.278	0.037	0.374	0.344
Si	0.536	0.959	11.596	0.199	0.012	-0.117
Si	3.62	1.08	10.863	-0.085	-0.49	-0.092
Si	8.333	0.935	11.584	0.135	-0.005	-0.23
Si	11.442	0.895	11.017	0.057	-0.386	0.041
Si	2.279	7.576	11.041	-0.135	-0.493	0.199
Si	5.394	7.72	10.91	0.098	-0.47	0.051
Si	10.091	7.604	10.826	0.072	-0.369	0.185
Si	13.18	7.672	10.847	0.073	-0.582	0.008
O	11.641	7.395	11.418	-0.178	0.207	-0.401
O	3.872	7.28	11.468	0.03	0.255	-0.191
O	0.052	6.753	26.399	0.001	-0.295	0.325
O	7.787	6.752	26.536	0.185	-0.168	0.066
O	9.641	0.712	26.151	0.061	0.065	-0.02
O	1.877	0.526	26.401	0.089	0.054	-0.008
O	9.943	13.477	11.716	0.005	-0.124	0.067
O	2.161	13.575	11.614	0.057	-0.079	0.008
O	4.889	13.371	11.759	-0.014	0.038	0.065
O	1.336	7.025	12.31	0.19	0.057	-0.115
O	8.016	2.506	11.797	-0.016	0.026	-0.014
O	7.424	12.958	12.661	0.097	-0.076	-0.038
O	15.217	12.801	12.626	0.105	-0.051	-0.013
O	6.488	7.311	12.06	-0.118	0.128	-0.006
O	2.452	10.627	12.265	-0.128	-0.082	-0.672
O	5.809	10.926	12.041	0.006	-0.231	-0.264
O	-0.254	5.015	11.743	0.041	-0.134	-0.141
O	14.182	7.403	12.125	-0.051	0.044	-0.089
O	9.239	10.663	12.076	0.021	-0.043	-0.55
O	4.326	3.711	12.373	-0.1	-0.018	-0.664
O	11.437	3.62	12.452	0.063	-0.002	-0.594
O	13.755	10.725	11.689	0.016	0.008	0.043
O	12.594	13.078	12.041	-0.171	0.084	-0.027
O	7.487	4.89	12.061	0.014	-0.106	-0.179
O	13.762	3.376	26.096	0.001	-0.016	-0.1
O	9.766	3.614	25.589	-0.042	-0.015	0.559
O	11.946	9.229	25.771	-0.071	0.075	0.183
O	8.029	9.678	25.098	0.075	-0.048	0.417
O	5.328	6.972	25.703	0.058	0.005	0.029
O	7.104	1.371	25.445	0.035	0.013	-0.05
O	12.963	6.779	25.721	0.152	-0.082	0.139
O	3.876	9.143	26.233	0.021	0.076	0.046
O	14.725	0.908	25.711	0.277	-0.113	0.157
O	4.381	1.261	25.62	-0.049	0.029	-0.122
O	2.664	6.864	25.783	-0.247	-0.108	0.062
O	1.81	3.403	25.643	0.006	0.056	0.564
O	10.315	7.162	25.769	-0.167	-0.063	0.025
O	12.108	1.362	25.513	-0.12	-0.024	0.003
O	5.712	3.563	25.719	0.004	0.046	0.197
O	-0.087	10.277	25.511	-0.058	0.118	0.591
Si	1.677	10.457	17.83	-0.019	-0.052	0.057
Si	8.582	1.954	21.819	-0.032	0.032	-0.353
Si	13.847	11.607	22.166	-0.067	-0.075	-0.119
Si	5.682	2.074	25.05	-0.08	0.116	-0.213
Si	0.798	0.504	22.788	-0.1	-0.121	-0.245
Si	7.924	8.131	14.8	-0.007	0.112	0.26
Si	11.699	5.66	16.065	0.061	0.087	0.161
Si	10.985	10.544	22.272	0.07	-0.024	-0.199
Si	12.867	1.222	15.758	-0.123	0.008	0.265
Si	8.33	11.748	21.483	0.069	-0.044	-0.082
Si	2.934	8.892	19.963	-0.079	-0.02	0.039
Si	15.124	12.827	17.29	-0.074	-0.04	0.158
Si	0.49	10.62	24.029	0.079	-0.046	-0.592
Si	12.826	11.974	19.329	-0.072	-0.062	0.018
Si	-0.138	6.359	12.619	-0.115	-0.045	0.069
Si	14.479	6.638	15.578	-0.156	0.165	0.279
Si	11.363	3.274	14.033	-0.017	0.065	0.608
Si	4.189	3.561	13.983	-0.122	-0.023	0.508
Si	11.151	10.145	17.436	0.056	-0.074	0.053
Si	8.763	6.487	22.601	-0.017	0.082	-0.377
Si	4.009	13.26	14.909	-0.07	0.026	0.181
Si	6.311	3.897	16.241	0.076	0.005	0.209
Si	1.769	3.355	24.015	0.03	0.114	-0.373
Si	9.125	2.374	15.96	-0.003	0.047	0.258
Si	1.206	8.534	15.552	-0.049	-0.035	0.125
Si	2.667	1.355	20.469	0.021	-0.038	0.065
Si	3.694	4.209	17.651	-0.011	0.035	0.043
Si	2.431	5.72	19.739	-0.074	0.016	0.035
Si	11.294	1.739	20.359	-0.051	0.006	-0.055
Si	3.988	12.552	17.977	-0.022	0.03	0.057
Si	13.759	12.052	12.603	-0.161	-0.235	0.062
Si	1.072	5.776	22.347	-0.063	0.115	-0.154
Si	7.113	6.022	18.33	0.076	-0.018	0.119
Si	15.167	5.051	18.284	-0.062	0.084	0.112
Si	12.183	11.257	14.982	-0.209	-0.076	0.337
Si	8.5	9.532	23.562	0.121	-0.077	-0.566
Si	3.284	6.14	15.268	0.028	0.044	0.102
Si	1.184	2.536	18.252	-0.038	0.083	0.068
Si	3.958	7.778	25.388	0.06	-0.015	-0.135
Si	9.455	10.503	13.687	0.082	-0.031	0.378
Si	4.969	8.66	15.121	-0.016	-0.107	0.243
Si	9.475	7.491	17.296	0.1	-0.033	0.067
Si	2.574	8.507	22.97	-0.094	-0.091	-0.104
Si	2.701	10.6	13.882	-0.084	-0.111	0.481
Si	5.515	8.74	18.239	0.022	-0.017	-0.037
Si	4.498	3.033	22.448	-0.087	0.177	-0.333
Si	8.806	12.029	16.256	0.097	-0.053	0.242
Si	11.489	7.614	21.98	-0.026	0.016	-0.371
Si	11.74	7.714	25.2	0.063	-0.005	-0.158
Si	13.756	5.658	20.98	-0.043	0.144	-0.028
Si	6.803	4.488	21.06	0.064	0.07	0.108
Si	12.629	3.194	22.689	-0.116	0.126	-0.415
Si	7.735	6.398	12.562	0.051	0.062	0.027
Si	13.585	2.004	25.264	0.099	0.166	-0.085
Si	9.871	3.888	23.993	0.028	0.171	-0.43
Si	11.498	3.215	17.737	-0.039	0.037	0.035
Si	5.878	12.442	12.671	-0.244	0.054	0.163
Si	6.857	11.372	18.606	0.06	0.008	0.121
O	3.548	5.584	16.778	-0.002	0.045	-0.11
O	12.858	6.755	15.725	0.091	-0.077	-0.061
O	-0.535	5.705	16.828	0.035	0.011	-0.17
O	0.391	11.346	17.311	-0.029	0.093	-0.026
O	2.44	3.174	17.407	0.045	-0.032	-0.084
O	9.958	11.468	21.374	-0.033	-0.045	0.058
O	4.906	8.899	16.735	-0.015	0.002	-0.116
O	0.886	4.634	23.488	0.009	-0.108	0.244
O	12.564	2.21	14.47	0.001	-0.012	-0.148
O	13.885	12.662	18.322	0.071	0.045	-0.094
O	7.509	3.018	21.196	0.05	-0.07	0.038
O	8.027	0.426	22.103	-0.027	0.054	0.104
O	12.22	10.121	16.171	0.014	0.013	-0.112
O	6.768	9.748	18.494	0.001	0.004	-0.003
O	13.698	11.362	20.564	0.065	-0.009	0.041
O	11.025	10.826	13.935	-0.067	-0.003	-0.166
O	11.903	12.725	15.662	0.03	0.049	-0.157
O	6.497	8.891	14.62	0	0.02	-0.106
O	10.492	8.681	17.814	-0.003	0.037	-0.007
O	12.63	6.819	21.143	-0.023	0.006	0.038
O	3.279	3.54	23.407	-0.04	0.006	0.156
O	3.886	2.05	21.294	0.055	0.004	0.075
O	1.745	9.882	19.377	0.024	0.015	-0.013
O	1.672	7.169	22.881	0.055	0.056	0.079
O	6.818	4.899	19.48	0.002	0.026	-0.083
O	11.429	3.95	23.5	-0.017	-0.006	0.165
O	11.779	13.14	19.76	-0.017	0.021	-0.015
O	1.422	9.757	14.489	0.022	0.11	-0.165
O	11.575	2.986	19.34	-0.008	0.026	-0.053
O	12.286	11.458	22.721	0.008	0.026	0.083
O	2.098	5.175	21.23	0.008	-0.02	0.036
O	3.11	4.763	14.382	0.026	-0.079	-0.153
O	5.311	4.276	21.728	-0.054	-0.106	0.105
O	3.029	11.308	17.583	0.005	-0.016	-0.043
O	11.971	10.729	18.712	0.05	0.03	-0.013
O	17.448	7.124	15.238	0.009	-0.052	-0.105
O	14.68	13.031	22.364	0.045	0.022	0.099
O	8.282	8.125	16.384	-0.101	0.046	-0.198
O	9.153	2.663	23.176	0.026	-0.036	0.251
O	1.082	1.967	23.457	0.037	0.052	0.203
O	9.101	8.951	14.033	0.041	-0.032	-0.138
O	11.785	7.607	23.58	0.045	0.014	0.468
O	10.087	9.988	23.53	-0.036	0.003	0.243
O	1.133	12.124	23.848	0.036	0.054	0.194
O	1.788	0.389	21.469	-0.059	-0.013	0.05
O	3.929	8.135	23.795	0.042	-0.045	0.301
O	9.96	3.073	17.19	-0.056	-0.007	-0.066
O	5.373	12.647	14.224	0.208	-0.117	-0.297
O	9.2	5.361	23.706	0.034	-0.117	0.234
O	13.335	4.272	21.703	-0.024	-0.153	0.187
O	6.915	5.296	16.864	-0.081	-0.017	-0.134
O	3.65	4.776	19.189	0.007	0.001	-0.078
O	15.088	8.156	15.643	0.039	-0.046	-0.056
O	4.526	7.107	14.807	0.032	-0.006	-0.109
O	8.266	7.95	23.161	-0.05	0.108	0.195
O	5.389	12.066	18.635	-0.042	0.022	-0.018
O	6.018	7.218	18.511	-0.036	0.01	-0.01
O	14.024	5.431	19.385	0.039	-0.029	-0.068
O	1.141	5.577	18.778	0.035	0.029	-0.055
O	4.023	9.74	14.354	-0.046	0.075	-0.244
O	11.573	4.707	14.769	-0.016	-0.089	-0.208
O	9.96	11.163	17.015	-0.12	0.067	-0.062
O	15.289	3.427	18.117	0.037	-0.037	-0.015
O	5.587	3.969	14.766	0.002	-0.021	-0.158
O	7.516	11.937	17.233	0.02	0.001	-0.109
O	3.008	9.165	21.557	0.008	0.003	0.052
O	0.826	1.042	17.723	0.014	-0.015	-0.062
O	1.624	2.453	19.832	-0.027	-0.01	0.006
O	9.171	13.597	16.146	-0.018	-0.03	-0.082
O	10.33	6.472	16.364	0.008	-0.073	-0.054
O	7.556	5.76	21.779	0.022	-0.028	0.048
O	14.416	0.665	15.943	0.071	-0.007	-0.072
O	11.474	9.183	21.475	-0.045	0.021	0.109
O	7.571	2.868	16.065	-0.066	-0.002	-0.064
O	14.751	10.459	22.915	0.057	0.006	0.168
O	13.537	11.457	14.114	0.192	0.134	-0.267
O	1.724	9.068	16.988	0.032	0.007	-0.037
O	4.367	9.221	19.284	0.034	-0.014	0.006
O	12.042	4.715	17.369	-0.016	-0.023	-0.029
O	8.65	6.644	18.444	-0.012	0.009	-0.013
O	8.584	11.423	14.743	-0.016	-0.009	-0.179
O	7.844	6.616	14.183	-0.018	-0.151	-0.292
O	13.677	2.494	23.711	0.111	-0.161	0.334
O	15.114	6.182	21.692	0.088	-0.007	0.046
O	10.069	6.848	21.664	-0.006	-0.049	0.146
O	2.721	7.304	19.749	0.007	-0.006	-0.062
O	12.445	2.074	17.077	0.102	-0.078	-0.179
O	12.068	1.988	21.756	0.07	0.027	0.18
O	7.679	11.704	19.983	-0.033	-0.012	-0.011
O	7.744	10.556	22.487	0.007	0.011	0.15
O	5.539	2.218	23.422	0.198	-0.188	0.443
O	3.3	0.583	19.183	-0.005	-0.008	-0.018
O	14.999	5.98	14.175	0.149	-0.03	-0.28
O	1.696	9.591	23.775	0.013	0.016	0.184
O	5.106	3.446	17.292	-0.015	-0.02	-0.054
O	2.84	12.15	14.473	-0.078	-0.051	-0.163
O	9.701	1.73	20.652	-0.005	0.008	0.061
O	3.743	2.004	14.404	0.025	0.079	-0.126
O	4.186	13.338	16.544	0.026	-0.012	-0.135
O	9.887	2.727	14.544	0.033	-0.035	-0.238
O	7.602	11.858	26.388	0.072	0.124	-0.106
O	-0.052	0.727	10.094	-0.051	-0.102	-0.244
O	6.778	-3.179	27.398	-0.151	0.089	0.264
O	4	11.688	26.515	-0.145	0.049	0.127
O	9.149	6.878	11.94	0.041	0.033	0.007
O	15.638	2.515	11.919	-0.022	-0.008	-0.151
O	7.784	0.612	10.095	-0.039	-0.03	-0.133
O	11.635	-1.08	26.307	-0.045	0.054	0.118

Results
free energy: -253274.542 eV
free energy less fixed offsets of O -568.88, Si -635.61 eV per atom: -8.042 eV

The program warned: the cutoff lies below the one the program advises for these potential files; the forces do not sum to zero within the program's tolerance; the exchange-correlation potential is rough where the density is thin.
